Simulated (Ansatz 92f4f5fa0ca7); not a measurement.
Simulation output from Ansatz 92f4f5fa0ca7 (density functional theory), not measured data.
Periodic cell of 237 atoms, Si142O89As6, from a study of silicon, its oxide and their interface. The atomic structure is a simulated model.
Doubt: the cutoff is far below the 930 eV that the study's wrapper takes by default for these files, so forces and energies are approximate.
This geometry differs little from another in the collection (a relaxation step or a small displacement).

Settings
functional: PBE
potential files: Ansatz PAW
basis: plane waves
wave-function cutoff: 580 eV
density cutoff ratio: 5
exchange-correlation grid ratio: 1
k mesh: 1 x 1 x 1, Gamma-centred
self-consistency stop: 5e-08 eV per atom in the density residual
occupations: fixed
spin: none
net charge: 0

Cell vectors (angstrom)
a, 11.6015, 0, 0
b, 0, 10.938, 0
c, 0, 0, 33.02

Atoms and the computed forces on them: element, x, y, z (angstrom), force x, y, z (eV/angstrom)
Si, 0.1879, 0.1023, 24.224, 0.0122, -0.0011, -0.0011
Si, 3.726, -0.0365, 24.3936, -0.009, -0.0014, -0.0033
As, 7.7942, -0.2928, 24.1331, -0.0018, 0, -0.0001
As, 2.0365, 1.6734, 24.1915, -0.0045, -0.005, 0.0001
Si, 5.8205, 1.099, 24.4128, 0.0064, 0.0082, -0.0093
Si, 9.6382, 1.3391, 24.1462, -0.0043, 0.0006, -0.0072
Si, 0.3846, 5.4561, 24.4063, -0.0036, -0.03, -0.0377
Si, 4.31, 5.6038, 24.561, 0.0171, -0.0059, -0.0055
Si, 7.9306, 5.7784, 24.2451, -0.0054, -0.0014, -0.0075
Si, 2.2531, 6.8222, 24.6077, 0.0037, 0.0085, -0.0119
As, 6.0016, 7.2481, 24.2672, 0.001, 0.0016, 0.0027
Si, 10.0257, 6.8312, 24.3434, 0.0066, 0.0111, 0.0007
Si, 2.0219, 2.7529, 26.307, -0.0049, 0.0057, 0.0023
Si, 5.8794, 2.6617, 26.2307, -0.0005, 0.0047, -0.0011
Si, 9.7175, 2.698, 26.1309, -0.0007, 0.0078, 0.0007
Si, 0.0689, 4.0443, 26.2524, 0.0103, -0.0077, 0.003
Si, 3.9922, 4.0813, 26.3312, -0.002, -0.0041, -0.0016
Si, 7.7863, 4.096, 26.0302, 0.0004, -0.0046, 0.0007
Si, 2.0134, 8.2558, 26.4329, -0.0041, 0.0049, 0.0055
Si, 5.91, 8.2956, 26.3737, -0.0064, 0.0029, -0.0019
Si, 9.8267, 8.2745, 26.2257, -0.0011, 0.0015, 0.0007
Si, 0.1064, 9.6823, 26.2327, -0.001, -0.0037, 0.0003
Si, 3.9183, 9.5876, 26.3495, 0.0048, -0.0065, -0.0027
Si, 7.8648, 9.6073, 26.2898, 0.0013, -0.001, 0.0049
Si, 0.0625, 0.0453, 28.1978, 0.0026, 0.0019, -0.0025
Si, 3.9497, 0.0487, 28.2303, -0.0039, 0.0007, -0.0011
Si, 7.8359, 0.0225, 28.2091, 0.0009, -0.0004, -0.0057
Si, 2.0073, 1.3777, 28.2106, 0.0015, 0.0016, -0.0014
Si, 5.9016, 1.3703, 28.2036, 0.0037, -0.0036, -0.0043
Si, 9.7332, 1.409, 28.1542, 0.0019, -0.0009, -0.0035
Si, 0.0191, 5.4509, 28.1773, -0.0005, 0.002, -0.0039
Si, 3.9284, 5.4819, 28.2233, -0.0028, 0.0049, -0.0034
Si, 7.7886, 5.4313, 28.0841, 0.0035, 0.0066, -0.0001
Si, 1.959, 6.7924, 28.2513, -0.0002, -0.0078, -0.0028
Si, 5.8724, 6.8287, 28.2054, 0.0008, -0.0017, -0.0007
Si, 9.7109, 6.8432, 28.145, 0.0004, -0.0035, -0.0061
Si, 1.9336, 2.7345, 30.1207, 0.0652, 0.1488, 0.0952
Si, 5.8008, 2.7345, 30.1207, 0.1128, 0.1149, 0.0565
Si, 9.6679, 2.7345, 30.1207, 0.0465, 0.1418, -0.0748
Si, 0, 4.1018, 30.1207, -0.0559, -0.0731, 0.0171
Si, 3.8672, 4.1018, 30.1207, 0.0409, -0.0241, 0.1942
Si, 7.7343, 4.1018, 30.1207, 0.0836, 0.0312, -0.392
Si, 1.9336, 8.2035, 30.1207, -0.029, 0.0036, 0.2504
Si, 5.8008, 8.2035, 30.1207, 0.1113, -0.0271, 0.107
Si, 9.6679, 8.2035, 30.1207, -0.0219, -0.0632, -0.1742
Si, 0, 9.5708, 30.1207, 0.0293, 0.0438, -0.1274
Si, 3.8672, 9.5708, 30.1207, 0.0917, -0.0575, 0.0083
Si, 7.7343, 9.5708, 30.1207, 0.0964, -0.0497, 0.0347
Si, 0, 0, 32.0543, -0.022, 0.0293, 0.0261
Si, 3.8672, 0, 32.0543, -0.0018, 0.0696, 0.0839
Si, 7.7343, 0, 32.0543, 0.0146, 0.0704, 0.039
Si, 1.9336, 1.3673, 32.0543, -0.0132, 0.0022, -0.0292
Si, 5.8008, 1.3673, 32.0543, -0.0023, -0.0287, -0.0118
Si, 9.6679, 1.3673, 32.0543, -0.0011, -0.1112, -0.0328
Si, 0, 5.469, 32.0543, 0.0146, 0.0993, -0.0265
Si, 3.8672, 5.469, 32.0543, 0.0169, -0.0508, -0.0307
Si, 7.7343, 5.469, 32.0543, -0.0115, 0.1037, -0.1088
Si, 1.9336, 6.8362, 32.0543, 0.0024, 0.0308, 0.0782
Si, 5.8008, 6.8362, 32.0543, -0.0064, 0.0394, 0.0074
Si, 9.6679, 6.8362, 32.0543, 0.0082, -0.0987, 0.028
Si, 1.9336, 2.7345, 0.9679, 0.0071, -0.0386, 0.0473
Si, 5.8008, 2.7345, 0.9679, -0.1093, -0.0949, 0.234
Si, 9.6679, 2.7345, 0.9679, -0.0611, 0.0349, 0.0543
Si, 0, 4.1018, 0.9679, -0.1385, 0.0105, 0.1943
Si, 3.8672, 4.1018, 0.9679, -0.0495, 0.0552, -0.1975
Si, 7.7343, 4.1018, 0.9679, 0.0208, -0.0646, -0.1282
Si, 1.9336, 8.2035, 0.9679, -0.0802, -0.0005, -0.0331
Si, 5.8008, 8.2035, 0.9679, -0.02, 0.0568, -0.2358
Si, 9.6679, 8.2035, 0.9679, -0.0294, 0.056, -0.0437
Si, 0, 9.5708, 0.9679, -0.0743, -0.143, -0.1488
Si, 3.8672, 9.5708, 0.9679, -0.0558, -0.0995, 0.2349
Si, 7.7343, 9.5708, 0.9679, -0.0191, -0.1064, 0.1374
Si, -0.0718, -0.0007, 2.873, 0.0019, 0.0022, -0.0001
Si, 3.7969, -0.0551, 2.9632, -0.003, 0.0033, 0.0012
Si, 7.6831, -0.0153, 2.925, 0.0019, 0.0001, 0.0029
Si, 1.8696, 1.3239, 2.8741, -0.0029, -0.0037, 0.0064
Si, 5.7397, 1.3099, 2.9045, -0.0009, -0.0045, 0.0087
Si, 9.6069, 1.3593, 2.9062, 0.0035, -0.0015, 0.0061
Si, -0.0786, 5.4724, 2.9307, 0.003, 0.002, 0.0049
Si, 3.8051, 5.4934, 2.8635, -0.0043, 0.0023, -0.0002
Si, 7.6845, 5.4837, 2.8751, -0.0007, 0.0025, 0.0002
Si, 1.8514, 6.8298, 2.8924, -0.0009, -0.0016, 0.0021
Si, 5.7567, 6.8382, 2.8689, 0.0002, 0.0041, 0.0015
Si, 9.5999, 6.8753, 2.9278, 0.0024, -0.0016, -0.0004
Si, 1.8225, 2.6955, 4.7825, -0.0014, 0.0016, -0.0018
Si, 5.7315, 2.6702, 4.829, -0.0082, 0.0019, -0.0067
Si, 9.5863, 2.7226, 4.8494, 0.0038, 0.0001, -0.0019
Si, -0.0853, 4.0871, 4.8774, 0.0003, -0.0071, -0.004
Si, 3.7998, 3.98, 4.6589, 0.0002, -0.0004, 0.006
Si, 7.6446, 4.0581, 4.7411, 0.0028, 0.0039, 0.0152
Si, 1.7627, 8.1548, 4.8464, -0.0006, 0.0086, -0.0038
Si, 5.7406, 8.1932, 4.7821, -0.0048, -0.0016, 0.0003
Si, 9.5435, 8.2561, 4.8839, -0.0001, 0.0036, -0.0016
Si, -0.1073, 9.6223, 4.8267, 0.0029, -0.0046, -0.0035
Si, 3.7469, 9.4458, 4.9131, 0.0014, -0.0052, 0.0003
Si, 7.6106, 9.6799, 4.9451, 0.004, 0.0026, -0.003
Si, -0.1607, 0.058, 6.7826, 0.0053, -0.0079, -0.0003
Si, 3.7019, -0.0768, 6.815, -0.0088, -0.0066, 0.0021
As, 7.5414, 0.0118, 7.114, -0.0005, -0.0066, 0.0023
Si, 1.8701, 1.3728, 6.7474, 0.0076, 0.0105, -0.0042
Si, 5.5233, 1.4052, 6.8569, 0.0027, 0.0073, -0.0015
Si, 9.4796, 1.4578, 6.8683, -0.0061, 0.0114, -0.0024
Si, -0.2007, 5.3424, 6.917, -0.0031, -0.0017, 0.0032
Si, 3.8081, 5.403, 6.4619, 0.0068, -0.0147, -0.0011
As, 7.5536, 5.1991, 6.8111, -0.0002, -0.0037, -0.0107
Si, 1.8209, 6.6409, 6.6744, 0.0017, 0.0058, 0.002
As, 5.7017, 6.8773, 6.753, 0.0018, -0.0005, -0.0014
Si, 9.436, 6.6819, 6.6743, -0.0091, 0.0002, 0.0023
O, 3.5968, 10.3466, 8.4137, -0.0007, -0.0004, -0.0032
O, 9.4449, 2.4533, 8.2271, 0.0001, -0.0024, -0.0017
O, 3.8428, 4.5927, 7.918, -0.0006, 0.0029, -0.0009
O, 2.2698, 2.3828, 8.0409, 0.0013, -0.002, 0.0001
O, 9.1774, 7.5391, 8.0605, 0.0018, 0.003, -0.0038
O, -0.1931, 9.7285, 7.8985, -0.0006, 0.0013, 0.006
O, 11.2423, 4.4032, 8.3178, 0.0009, 0.0015, -0.0028
O, 4.9994, 2.2626, 8.2397, 0.0048, -0.0062, -0.0036
O, 2.2375, 7.5096, 8.032, -0.0008, -0.0019, 0
O, 2.0864, 7.7189, 23.2238, 0.0009, -0.0018, -0.0007
O, 0.6377, 10.0192, 22.9645, -0.0003, -0.0007, -0.0005
O, 12.3317, 4.6823, 22.9582, 0.013, 0.0199, -0.0036
O, 9.2893, 2.4106, 22.8834, -0.001, -0.0058, -0.0014
O, 4.7803, 4.6319, 23.2867, -0.0128, 0.0077, -0.0206
O, 5.8119, 2.0038, 23.0357, 0.0016, -0.006, 0.003
O, 10.2436, 1.7814, 20.5487, 0.0011, 0.0029, -0.0007
O, 3.3214, 10.0393, 23.0091, 0.0016, -0.0006, -0.0008
O, 9.9772, 7.4421, 22.7601, 0.0014, -0.0011, 0.0048
Si, -5.4336, 11.6637, 15.2944, -0.0008, 0.0022, -0.0011
Si, 3.0549, 4.7652, 11.1088, -0.0009, -0.0023, -0.0023
Si, 9.9163, 4.9028, 14.0304, -0.0032, -0.0008, 0.0013
Si, -1.1399, 11.5247, 16.0058, 0.0002, -0.0001, 0.0013
Si, 3.5515, 10.0522, 10.0138, 0.0031, -0.0016, 0.0027
Si, 8.6588, 5.5297, 11.1816, 0.0021, 0.002, 0.0002
Si, 10.1856, 3.5243, 9.2317, -0.0007, 0.0006, 0.0031
Si, 2.9695, 7.3239, 9.4613, -0.002, 0.0016, -0.0007
Si, 5.4154, -0.6835, 19.916, -0.0012, 0.0014, -0.0013
Si, 5.8527, 5.8818, 12.2084, 0.0057, 0.0005, 0.0012
Si, 3.0297, 7.49, 15.0958, 0.0019, 0.0006, -0.0003
Si, 0.1779, 8.4911, 11.9245, -0.0013, -0.0011, 0
Si, 8.984, 6.7331, 21.6518, 0.0012, 0.0023, -0.006
Si, 8.921, 2.4113, 21.2651, 0.0026, 0.0023, 0.0013
Si, 4.9704, -3.5742, 20.1059, 0.0028, 0.0008, -0.0002
Si, 8.3764, 2.691, 15.2182, -0.0037, 0, -0.0011
Si, 7.6348, 20.2119, 14.907, -0.0014, 0.0003, 0.0008
Si, 13.0697, 4.685, 21.4945, 0.013, -0.0271, 0.0113
Si, 5.9473, 6.7603, 15.1274, 0.0003, 0.0023, 0.0016
Si, -0.5251, 12.221, 11.2131, -0.0019, 0.0024, -0.0014
Si, 10.927, 9.7123, 9.4525, -0.0012, -0.0041, -0.0022
Si, 1.1702, 5.7243, 13.2314, -0.0006, 0, 0.003
Si, 8.2038, 5.2745, 16.5395, -0.0005, -0.0005, -0.0026
Si, 0.9896, 8.4961, 17.4043, 0.0007, 0.0011, -0.0058
Si, 3.6257, 3.1276, 8.6044, -0.0029, 0.0037, -0.0027
Si, 1.9171, 11.1054, 12.2695, 0.0046, -0.0005, 0.0045
Si, -2.1613, 4.7622, 19.4276, -0.0046, 0.0016, -0.0011
Si, 1.9948, 9.1833, 22.533, -0.0033, -0.0001, -0.0006
Si, 3.751, 10.3056, 14.4601, 0.0045, -0.0022, -0.0002
Si, 5.6501, 8.198, 10.3086, 0.0018, 0.0013, -0.0029
Si, 1.2493, 0.7431, 17.6656, 0.0024, -0.0013, -0.003
Si, 11.395, 2.6377, 19.7498, 0.0077, -0.0011, 0.0052
Si, 13.5736, 7.4193, 20.0508, 0.001, 0.0074, 0.0004
Si, 16.2402, 4.641, 21.6607, -0.0173, -0.0115, 0.0063
Si, 8.5807, 8.0956, 9.4553, -0.0032, -0.001, 0.0025
Si, 9.726, -0.5729, 13.1709, -0.0017, 0.001, 0.0024
Si, 9.6316, -2.0382, 17.0707, -0.0009, -0.0009, -0.0033
Si, 5.9848, 1.9297, 21.4284, -0.0016, 0.0012, 0.0014
Si, 4.0926, 11.35, 17.2426, 0.0022, 0.0029, -0.0029
Si, 7.5702, 8.4137, 19.4601, 0.0021, 0.0003, -0.0002
O, 7.714, 3.7516, 16.2519, 0.0009, 0.0012, -0.0003
O, -0.2099, 11.1625, 10.0128, -0.0016, 0.0004, -0.0007
O, 4.4613, 5.1628, 11.8153, -0.0019, 0, -0.004
O, 6.9976, 9.9505, 19.583, -0.0003, 0.0003, -0.0018
O, 11.5501, 4.9759, 14.028, 0.0018, 0.0012, -0.0022
O, 9.824, 11.6163, 12.1001, 0.0008, 0.0001, -0.0013
O, 7.0975, 10.4601, 15.9023, 0.0007, -0.0013, -0.0018
O, 6.9859, 8.3351, 9.4104, 0.0027, 0.0007, 0.001
O, 3.5771, 10.3254, 16.0807, -0.0006, -0.002, 0.0001
O, 4.9011, 8.9049, 20.7226, -0.0011, -0.0006, -0.0007
O, 6.448, 8.2231, 14.6068, -0.0005, -0.0007, -0.001
O, 3.4545, 8.7361, 14.0897, -0.0012, -0.001, 0.0014
O, 1.9046, 4.6081, 12.2696, 0.0015, -0.0014, -0.0019
O, 9.1524, 4.5258, 9.9971, 0.0003, -0.0015, -0.0018
O, -0.0095, 8.4786, 10.2923, 0.0014, -0.0001, -0.0002
O, 9.4078, 1.8035, 16.0882, 0.0015, 0.0004, -0.0009
O, 8.8303, -2.4175, 15.704, 0.0002, 0.0008, -0.0006
O, 9.824, 5.9984, 20.4396, 0.0006, -0.0009, -0.0029
O, 8.1132, -3.0302, 20.9202, 0.0003, 0.0019, -0.0022
O, 8.8783, 7.0546, 10.6617, 0.0005, 0.0002, 0.0007
O, 10.6862, 3.8456, 18.8745, 0.0022, -0.0014, -0.0011
O, -4.0622, 1.5809, 21.072, 0.0026, 0.0015, -0.0025
O, 4.4219, 6.8696, 15.696, -0.0006, -0.0002, -0.0007
O, 8.1773, 9.9725, 13.5238, 0.0007, 0.0002, -0.0015
O, 0.5742, 12.4523, 18.9124, -0.0035, 0.0052, 0.0049
O, 5.1643, 0.6723, 20.7876, 0.0032, 0.0001, -0.0023
O, 9.9306, -0.4375, 17.1691, 0.0011, -0.0007, -0.0012
O, 2.8967, 11.2097, 10.9491, -0.0016, 0.001, -0.0003
O, 5.0665, 9.7079, 10.5402, -0.0018, 0.0024, -0.0002
O, 3.4854, 7.1092, 19.4792, -0.0023, -0.0005, -0.0011
O, 12.4075, 3.409, 20.7441, 0.0098, 0.0167, 0.0072
O, 4.6031, 10.4768, 18.5129, 0.0002, -0.0002, 0.0011
O, 2.7311, 11.2918, 13.6612, -0.0028, 0.0018, -0.0019
O, 6.0355, 5.7693, 13.8274, 0.0003, -0.0009, -0.0037
O, 4.6107, 7.2844, 9.4206, -0.0025, -0.0023, 0.003
O, 0.5813, 6.9978, 12.388, 0.0005, -0.001, -0.0012
O, 5.2808, 12.2567, 16.5505, -0.0005, -0.0002, 0.0009
O, 2.0423, 7.9832, 16.2833, -0.0009, 0, 0.001
O, 13.5499, 8.8077, 20.9426, 0.0014, -0.0054, -0.0025
O, 1.2415, 9.6299, 12.3821, -0.0006, 0.001, -0.0022
O, 9.2694, 3.3926, 14.042, 0.0021, 0.0004, -0.0011
O, 2.6583, 8.6996, 10.2755, -0.0011, 0.0011, -0.0023
O, 5.2237, 10.9639, 14.1469, 0.0002, -0.0004, -0.0012
O, 17.0661, 3.4105, 20.9448, -0.0062, 0.0063, 0.0019
O, 2.2818, 17.2475, 14.266, -0.0017, -0.0011, -0.002
O, 2.4537, 5.9752, 10.1841, 0.0009, -0.0008, -0.0011
O, 8.6928, 5.3642, 18.1013, 0.0004, 0.0004, 0.0006
O, -1.2238, 8.9796, 12.6128, -0.0007, -0.0004, -0.0024
O, 0.8021, 12.2922, 12.1643, -0.0002, 0.0003, 0
O, 8.7693, -2.5485, 18.3585, -0.0004, 0.0003, 0.0013
O, 3.3445, 3.4297, 10.1978, -0.0011, 0.004, 0.007
O, 6.2726, -3.5058, 19.0895, -0.0009, -0.0015, -0.003
O, 1.2916, 6.1574, 20.823, 0.003, -0.0059, 0.0009
O, 5.1798, 6.099, 21.1275, -0.0008, -0.0031, 0.002
O, 10.5, 10.8283, 14.5358, -0.0006, -0.001, -0.0017
O, 0.3768, 12.0373, 16.3279, -0.0001, -0.0005, -0.0003
O, 5.8633, 7.4573, 11.7461, 0.0019, -0.0029, 0.0034
O, 6.9095, -4.699, 16.3316, 0.0001, 0.0006, -0.0005
O, -3.0176, 3.7985, 20.4513, 0.0003, -0.0015, -0.0009
O, 1.0605, 7.6074, 18.7435, 0.0006, -0.0009, -0.0001
O, 8.0587, 5.6598, 22.5397, -0.0014, -0.0072, 0.0072
O, 9.3106, 9.5448, 9.6614, 0.0043, 0.0031, 0.001
O, -0.7376, 2.7204, 10.4931, -0.0005, -0.002, 0.0012
O, 3.0604, 4.3812, 21.4086, -0.0162, 0.0159, 0.017
O, 7.0922, 16.0823, 11.4469, -0.0041, -0.0012, 0.001
O, 9.4461, 5.5301, 12.6057, 0.0016, 0.0003, 0.0004
O, -2.2372, 5.6283, 15.4096, 0.0019, -0.0003, -0.0013
O, 11.0798, -2.7439, 16.8766, 0.0016, -0.0009, 0.0008
O, 12.8549, 10.0552, 17.831, 0.0001, -0.0006, 0.0003
O, 2.7854, 12.2491, 17.6162, 0.0001, -0.0003, 0.0009
O, 7.1251, 1.8444, 14.6024, 0.0013, -0.0011, -0.0001

Results
free energy: -170022.974 eV
free energy less fixed offsets of As -4856.12, O -568.88, Si -635.61 eV per atom: 0.686 eV

The program warned: the cutoff lies below the one the program advises for these potential files; the forces do not sum to zero within the program's tolerance; the exchange-correlation potential is rough where the density is thin.
